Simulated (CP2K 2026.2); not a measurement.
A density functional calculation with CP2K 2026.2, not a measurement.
Periodic cell of 513 atoms, Si360O153, from a study of silicon, its oxide and their interface. The atomic structure is a simulated model.
Doubt: the forces sum to 3.68 eV/angstrom along one axis rather than to zero, so they err by at least 0.0072 eV/angstrom per atom on average; the grid cutoff is modest.

Settings: functional PBE; method Gaussian and plane waves; basis set DZVP-MOLOPT-SR-GTH; pseudopotentials GTH-PBE; grid cutoff 350 Ry, relative cutoff 50 Ry; k points Gamma only; occupations fixed; spin none; net charge 0.

Cell vectors (angstrom)
a 16.32 0 0
b 0 16.32 0
c 7.9692 -1.7075 34.1093

Atoms and the computed forces on them: element, x, y, z (angstrom), force x, y, z (eV/angstrom)
Si 14.369 15.513 1.673 -0.026 0.254 0.636
Si 1.809 0.84 1.64 0.111 -0.084 0.625
Si 15.145 4.007 1.226 -0.006 -0.08 0.774
Si 8.234 0.131 33.353 -0.005 0.021 0.134
Si 15.318 9.195 1.35 -0.274 0.214 0.744
Si 1.64 12.05 1.57 -0.155 0.035 0.698
Si 3.52 15.486 1.721 -0.109 0.131 0.609
Si 6.199 1.881 1.561 -0.146 0.169 0.608
Si 4.515 3.591 1.464 0.011 0.025 -0.049
Si 7.29 6.198 1.445 -0.015 -0.074 -0.036
Si 3.85 9.843 1.486 0.112 -0.176 0.707
Si 6.623 12.308 1.336 0.118 0.116 0.757
Si 9.548 15.161 1.255 0.336 -0.429 0.181
Si 12.761 0.991 1.528 0.073 -0.119 0.594
Si 8.988 4.478 1.437 -0.142 0.195 0.576
Si 13.629 8.104 2.625 0.046 0.015 0.016
Si 9.814 9.143 1.193 -0.17 0.22 0.763
Si 12.262 12.342 1.345 -0.208 0.062 0.743
Si 16.284 -0.009 2.822 -0.004 -0.031 -0.01
Si 2.79 2.648 2.776 -0.038 -0.011 -0.064
Si 16.429 5.339 2.686 -0.01 0.023 -0.073
Si 2.756 8.163 2.709 -0.002 0.034 -0.048
Si 16.314 10.849 2.729 -0.009 -0.012 -0.021
Si 2.704 13.637 2.903 0.05 -0.002 -0.013
Si 5.346 0.105 2.855 0.006 -0.018 -0.106
Si 8.045 2.765 2.738 -0.008 -0.021 -0.062
Si 5.516 5.319 2.727 -0.023 0.021 -0.029
Si 8.215 8.057 2.589 -0.042 0.067 -0.037
Si 5.452 10.912 2.8 -0.021 0.019 -0.034
Si 8.145 13.686 2.552 0.015 -0.03 -0.065
Si 10.947 0.04 2.713 0.025 -0.015 -0.031
Si 13.692 2.78 2.691 0.048 0.044 -0.093
Si 11.998 6.904 1.421 0.334 -0.418 0.145
Si 10.766 5.411 2.725 -0.009 -0.034 -0.055
Si 10.897 10.819 2.535 -0.025 0.014 -0.027
Si 13.441 13.727 2.853 0.015 -0.04 -0.046
Si 15.011 1.454 4.148 -0.043 -0.018 -0.058
Si 1.441 4.052 4.093 -0.013 -0.009 -0.02
Si 14.976 6.713 4.002 -0.019 0.008 0.01
Si 1.369 9.499 4.106 0.016 0.006 0.03
Si 14.907 12.256 4.032 0.025 0.019 0.003
Si 1.246 14.905 4.219 0.019 0.039 -0.017
Si 4.047 1.378 4.293 -0.017 0.029 0.001
Si 6.793 4.064 4.233 -0.033 0.019 -0.048
Si 4.14 6.77 4.003 -0.021 0.005 -0.019
Si 6.84 9.444 3.984 0.038 0.021 -0.012
Si 4.131 12.287 4.18 -0.017 -0.032 0.028
Si 6.815 15.001 4.025 0.024 -0.049 0.008
Si 9.499 1.394 3.995 -0.001 -0.007 0.038
Si 12.221 4.069 4.011 0.028 0.024 0.005
Si 9.509 6.809 4.122 -0.044 -0.038 -0.001
Si 12.271 9.517 3.981 0 -0.014 0.022
Si 9.498 12.224 3.9 0.014 0.043 -0.009
Si 12.137 15.022 4.236 -0.018 0.017 0.006
Si 13.601 0.063 5.472 0.007 0.017 0.026
Si 16.375 2.76 5.504 0.008 -0.008 0.009
Si 13.582 5.426 5.395 0.011 -0.001 -0.002
Si 16.304 8.113 5.405 0.015 0.002 -0.026
Si 13.577 10.878 5.391 0.008 -0.016 0.018
Si 16.235 13.536 5.513 -0.041 -0.009 0.012
Si 2.652 -0.028 5.531 0 -0.023 0.028
Si 5.436 2.728 5.586 0.022 -0.016 0.043
Si 2.777 5.45 5.42 -0.005 -0.007 0.018
Si 5.472 8.131 5.389 0.003 0.02 0.009
Si 2.726 10.881 5.459 0.013 -0.01 -0.009
Si 5.504 13.648 5.469 -0.03 0.011 -0.002
Si 8.174 0.02 5.4 -0.024 0.023 0.008
Si 10.866 2.722 5.392 0.004 0.001 0.009
Si 8.163 5.464 5.504 0.004 0.008 0.011
Si 10.913 8.182 5.4 0.041 -0.001 -0.005
Si 8.181 10.861 5.331 -0.001 0.01 0.001
Si 10.787 13.553 5.431 -0.044 -0.007 -0.028
Si 14.916 14.966 6.827 0.012 0.035 0.006
Si 17.664 1.366 6.877 0.012 -0.015 0.018
Si 14.952 4.105 6.8 -0.01 0.002 -0.007
Si 17.69 6.788 6.773 0.024 -0.009 0.001
Si 14.946 9.505 6.752 -0.011 -0.002 0.003
Si 17.665 12.212 6.824 0.01 -0.009 0.009
Si 4.087 14.954 6.831 0.003 0.028 0.002
Si 6.831 1.339 6.838 -0.004 -0.019 0.002
Si 4.075 4.116 6.867 -0.018 0.01 0.016
Si 6.796 6.82 6.824 -0.017 -0.021 0.021
Si 4.107 9.5 6.767 -0.007 -0.005 -0.006
Si 6.84 12.217 6.761 0.014 0 -0.003
Si 9.477 14.948 6.793 0.001 0.016 -0.011
Si 12.216 1.395 6.806 0.019 -0.01 -0.003
Si 9.544 4.083 6.8 -0.006 -0.016 0.014
Si 12.25 6.806 6.768 0.004 -0.012 0.004
Si 9.539 9.541 6.75 -0.023 -0.016 0
Si 12.21 12.227 6.768 0.021 0.001 0.002
Si 16.292 -0.008 8.192 -0.002 -0.009 0.007
Si 2.715 2.736 8.204 0.011 -0.001 0.006
Si 16.324 5.451 8.159 -0.001 0 -0.003
Si 2.73 8.155 8.137 0.005 0.004 -0.001
Si 16.302 10.848 8.152 0.005 0.004 -0.001
Si 2.717 13.583 8.169 -0.017 -0.004 -0.002
Si 5.444 -0.004 8.187 -0.003 0.003 0.013
Si 8.187 2.721 8.171 0.001 0.02 0.003
Si 5.445 5.47 8.198 0.014 0.006 0.008
Si 8.174 8.191 8.139 0.004 -0.004 0.007
Si 5.458 10.871 8.129 0.006 0.001 -0.004
Si 8.147 13.586 8.165 0.005 -0.016 -0.009
Si 10.868 -0.007 8.14 0.011 -0.012 -0.007
Si 13.593 2.738 8.165 -0.011 -0.014 -0.005
Si 10.897 5.451 8.15 0.006 0.006 0.003
Si 13.601 8.16 8.14 -0.005 0.001 -0.002
Si 10.874 10.877 8.15 -0.005 0.007 0.007
Si 13.556 13.593 8.153 -0.01 0.011 0.007
Si 14.965 1.354 14.977 0 0.004 -0.001
Si 17.697 4.083 14.952 -0.014 0.009 -0.007
Si 14.965 6.817 14.922 0.003 -0.013 -0.013
Si 17.664 9.53 14.96 0.007 -0.021 -0.005
Si 14.966 12.229 14.974 -0.018 0.016 0
Si 17.684 14.952 14.988 -0.002 0.005 0.002
Si 4.082 1.356 14.951 0.02 -0.029 -0.008
Si 6.783 4.064 14.948 0.009 -0.003 -0.014
Si 4.066 6.796 14.967 -0.004 0.01 -0.007
Si 6.785 9.529 14.979 -0.005 -0.002 -0.004
Si 4.065 12.249 14.965 0.01 -0.001 0.003
Si 6.798 14.966 14.94 -0.013 0.008 -0.01
Si 9.511 1.345 14.955 -0.008 0.006 -0.004
Si 12.246 4.083 14.962 -0.007 0.003 0.005
Si 9.527 6.8 14.961 -0.006 0 -0.009
Si 12.262 9.526 14.928 0.007 -0.011 -0.012
Si 9.512 12.255 14.948 0.002 -0.007 -0.011
Si 12.234 14.956 14.962 0.005 0.002 -0.006
Si 13.604 -0.023 16.329 -0.018 -0.005 -0.007
Si 16.352 2.723 16.312 0.009 -0.004 -0.004
Si 13.639 5.453 16.286 -0.007 0.025 -0.011
Si 16.277 8.187 16.309 -0.028 0.025 -0.007
Si 13.631 10.834 16.328 0.006 -0.035 0.01
Si 16.323 13.583 16.349 0.001 -0.019 0.016
Si 19.069 -0.004 16.334 0.003 0.019 -0.012
Si 5.407 2.729 16.327 -0.028 0.029 0.005
Si 19.052 5.418 16.343 0.041 -0.034 0.01
Si 5.402 8.171 16.329 0.009 -0.02 -0.01
Si 19.011 10.897 16.322 -0.007 0.014 -0.001
Si 5.435 13.625 16.301 -0.002 0.013 -0.017
Si 8.168 -0.035 16.32 0.02 -0.035 -0.003
Si 10.872 2.709 16.299 0.009 0.009 0.006
Si 8.151 5.417 16.289 -0.002 0.007 -0.004
Si 10.912 8.179 16.287 0.017 -0.009 -0.008
Si 8.152 10.912 16.316 0.007 0.005 0.011
Si 10.842 13.627 16.324 -0.01 0.019 0.001
Si 15.015 14.992 17.701 -0.036 0.005 0.021
Si 17.774 1.428 17.678 0.017 0.008 -0.038
Si 14.954 4.055 17.646 -0.001 0.009 0.016
Si 17.641 6.809 17.596 -0.007 -0.01 -0.001
Si 14.976 9.51 17.792 -0.001 0.003 -0.024
Si 17.618 12.173 17.741 -0.013 -0.027 -0.022
Si 20.375 14.907 17.703 0.005 -0.021 0.006
Si 6.787 1.339 17.608 0.009 -0.032 0.007
Si 20.383 4.054 17.776 -0.011 0.006 -0.023
Si 6.72 6.717 17.628 -0.016 -0.028 -0.031
Si 20.4 9.592 17.68 0.015 0.004 0.029
Si 6.845 12.35 17.67 0.004 0.023 -0.024
Si 9.492 14.95 17.773 -0.005 -0.007 -0.023
Si 12.171 1.292 17.657 -0.011 -0.002 -0.013
Si 9.561 4.114 17.651 -0.022 0.02 0
Si 12.36 6.891 17.631 0.031 0.007 -0.026
Si 9.491 9.49 17.622 0.029 0.021 0.003
Si 12.222 12.217 17.575 -0.01 0.004 -0.048
Si 16.451 0.088 19.011 -0.02 -0.046 0.053
Si 19.049 2.72 19.221 -0.029 0.003 0.007
Si 16.318 5.444 18.969 -0.009 0.01 0.047
Si 18.959 8.204 18.923 -0.028 0.011 0.036
Si 16.31 10.836 19.237 0.047 0.014 0.017
Si 18.984 13.517 19.061 0.031 0.044 0.057
Si 5.442 -0.016 18.983 -0.016 0.007 0.052
Si 8.158 2.707 18.919 -0.007 0.032 0.076
Si 5.413 5.423 19.132 0.039 0.008 -0.024
Si 8.098 8.064 18.893 0.023 0.027 0.036
Si 5.488 11.019 18.982 -0.047 -0.036 0.027
Si 8.135 13.63 19.211 -0.013 -0.011 0.01
Si 10.838 -0.004 19.14 0.012 0.043 0.014
Si 13.553 2.646 18.933 0.018 0.021 -0.003
Si 11.008 5.537 18.904 -0.016 -0.033 -0.013
Si 13.644 8.158 19.196 -0.011 -0.016 0.013
Si 10.851 10.886 18.93 0.024 -0.016 0.036
Si 13.595 13.546 18.908 -0.038 -0.004 0.051
Si 14.989 1.402 20.309 -0.005 0.046 0.009
Si 17.608 4.175 20.48 0.033 -0.013 0.043
Si 15.046 6.701 20.501 -0.019 -0.001 0.014
Si 17.727 9.409 20.567 -0.012 0.008 0.065
Si 14.857 12.272 20.458 -0.038 -0.041 0.103
Si 17.718 14.974 20.423 0.01 0.038 0.005
Si 20.468 1.254 20.476 -0.025 0.002 0.009
Si 6.844 3.989 20.388 -0.037 0.016 0.038
Si 20.263 6.875 20.299 0.002 -0.032 -0.012
Si 6.805 9.523 20.195 0.029 -0.011 -0.014
Si 20.407 12.241 20.467 0.015 -0.026 0.016
Si 6.74 15.08 20.533 0.016 -0.001 0.066
Si 9.433 1.429 20.441 0.001 0.002 0.074
Si 12.281 4.097 20.252 0.006 0.046 0.011
Si 9.573 6.816 20.227 -0.015 0.011 -0.006
Si 12.188 9.619 20.391 0.079 0.011 0.077
Si 9.528 12.141 20.448 0.006 0.03 0.084
Si 12.26 14.847 20.327 -0.093 -0.08 0.051
Si 14.154 -0.543 21.317 0.012 -0.037 -0.116
Si 15.767 3.225 21.649 -0.211 0.174 -0.541
Si 13.969 4.923 21.667 0.006 0.003 0.055
Si 16.804 7.596 21.891 -0.043 -0.051 -0.005
Si 13.019 11.408 21.719 -0.127 0.151 -0.661
Si 15.837 14.121 21.551 -0.077 0.05 -0.613
Si 19.552 -0.327 26.962 0.073 0.032 -0.021
Si 5.908 2.254 21.722 -0.011 0 0.008
Si 18.584 5.968 21.726 0.003 -0.02 0.03
Si 21.316 8.651 21.386 -0.047 0.067 -0.07
Si 19.6 10.351 21.71 0.133 -0.108 -0.611
Si 21.213 14.131 21.687 -0.108 0.124 -0.595
Si 7.684 0.567 21.83 -0.033 0.012 0.006
Si 10.48 3.276 21.489 -0.24 0.033 -0.55
Si 8.76 4.924 21.358 0.013 -0.096 -0.033
Si 10.387 8.643 21.511 0.021 0.012 -0.007
Si 8.61 10.218 21.539 0.162 0.042 -0.567
Si 11.3 13.126 21.655 0.222 -0.193 -0.66
Si 11.673 5.292 26.231 -0.044 0.054 -0.039
Si 16.23 1.626 24.28 -0.008 0.032 -0.143
Si 16.239 7.875 27.041 0 -0.047 -0.094
Si 19.07 11.483 24.647 0.13 -0.118 -0.101
Si 13.665 -0.027 23.444 0.163 -0.181 -0.583
Si 11.263 2.007 29.393 0.038 0.14 0.069
Si 19.487 -0.507 21.779 -0.016 0.024 0.018
Si 21.159 2.729 23.768 0.451 -0.169 -0.669
Si 19.877 5.617 23.664 -0.548 0.149 -0.558
Si 19.257 10.553 29.833 0.052 0.12 0.007
Si 19.118 0.263 24.027 0.125 -0.363 -0.612
Si 10.882 7.848 23.643 -0.188 0.451 -0.547
Si 12.614 14.861 25.806 0.02 0.017 -0.061
Si 13.296 5.919 23.712 0.052 -0.455 -0.582
Si 20.796 8.448 31.05 0.04 -0.059 -0.028
Si 14.48 10.581 24.295 -0.116 0.041 -0.025
Si 8.496 5.923 23.364 0.107 -0.304 -0.496
Si 10.036 13.907 24.518 0.102 0.063 -0.177
Si 8.643 2.121 31.092 -0.018 -0.048 0.046
Si 17.206 4.607 31.402 -0.174 -0.076 0.053
Si 23.025 9.195 28.891 -0.001 0.033 -0.112
Si 16.702 -0.186 28.27 0.007 0.059 -0.048
Si 17.516 1.83 32.467 0.019 0.025 0.233
Si 23.113 13.745 32.825 -0.106 0.164 0.039
Si 10.08 4.28 32.59 -0.006 0.017 0.024
Si 18.783 9.524 27.043 -0.027 -0.059 -0.009
Si 20.246 0.906 33.015 0.072 -0.017 0.033
Si 12.503 1.591 26.729 0.11 0.002 -0.003
Si 13.822 9.889 27.173 0.109 0.067 -0.061
Si 12.493 2.306 33.242 -0.066 -0.025 0.687
Si 8.56 0.301 24.053 -0.238 0.139 -0.677
Si 16.448 12.902 24.315 -0.167 0.107 -0.076
Si 1.227 6.952 1.407 0.233 -0.167 0.733
Si 21.025 2.104 27.893 0.074 0.031 0.031
Si 12.682 -0.034 31.178 0.023 0.032 0.059
Si 6.94 2.137 25.957 0.028 -0.026 -0.129
Si 22.298 9.443 33.491 0.117 -0.026 0.056
Si 20.051 6.785 26.35 0.049 -0.052 0.008
Si 15.754 7.701 24.07 0.492 -0.045 -0.581
Si 15.952 8.77 33.224 -0.025 0.02 0.119
Si 15.754 -0.239 31.122 0.042 0.022 0.002
Si 6.449 6.577 27.358 0.019 -0.058 0.057
Si 20.936 3.808 33.903 -0.282 0.343 0.457
Si 22.083 1.002 30.426 -0.014 -0.059 -0.026
Si 20.628 5.041 28.52 0.051 0.012 -0.009
Si 11.16 8.388 26.558 -0.114 -0.016 -0.125
Si 15.566 2.409 27.188 -0.153 -0.138 -0.041
Si 16.67 11.034 31.323 0.041 0.02 0.063
Si 9.706 11.569 30.373 0.019 -0.053 -0.095
Si 18.483 12.393 33.498 -0.192 0.286 0.492
Si 15.737 5.144 28.682 -0.124 0.06 0.025
Si 14.63 4.462 33.302 0.247 -0.041 0.678
Si 6.957 10.198 24.153 -0.011 -0.119 -0.165
Si 5.921 7.674 23.23 -0.256 0.403 -0.469
Si 14.519 12.043 29.317 0.048 -0.039 -0.001
Si 20.499 13.045 31.221 -0.104 0.001 0.088
Si 7.203 12.195 28.682 -0.047 0.005 0.011
Si 19.998 5.431 31.438 -0.078 0.02 -0.001
Si 8.426 11.315 32.935 -0.045 -0.085 0.07
Si 21.449 14.646 29.053 -0.051 0.089 -0.028
Si 11.191 6.683 30.818 0.019 -0.11 0.09
Si 15.36 -1.596 33.677 -0.088 0.256 0.1
Si 7.894 12.256 25.84 -0.031 0.023 -0.112
Si 12.697 4.663 29.021 0.011 -0.059 -0.054
Si 13.095 12.572 33.674 -0.082 0.048 0.077
Si 15.116 13.869 27.035 -0.034 0.031 -0.019
Si 21.775 12.665 24.335 0.032 0.028 -0.123
Si 13.271 7.128 32.91 0.029 0.094 0.078
Si 12.217 13.207 30.936 0.054 0.018 0.048
Si 8.541 4.688 26.06 0.004 0.027 -0.007
Si 11.311 1.909 24.023 -0.077 0.132 -0.09
Si 9.716 8.94 29.162 0.124 -0.04 -0.161
Si 14.938 1.363 9.535 -0.009 -0.008 0.003
Si 17.663 4.088 9.542 -0.001 -0.014 -0.002
Si 14.963 6.812 9.512 0.002 0.015 0.003
Si 17.684 9.509 9.505 -0.009 -0.005 0.005
Si 14.945 12.234 9.497 -0.001 -0.009 -0.014
Si 17.676 14.952 9.527 0.008 0.019 -0.006
Si 4.086 1.369 9.539 0.005 0.015 0
Si 6.815 4.088 9.524 -0.016 0.004 -0.002
Si 4.075 6.819 9.538 0.008 -0.024 -0.005
Si 6.809 9.529 9.515 0.012 0.009 -0.003
Si 4.087 12.22 9.507 -0.001 -0.007 0.002
Si 6.79 14.939 9.533 -0.011 -0.027 0.007
Si 9.532 1.353 9.525 0 -0.007 -0.004
Si 12.244 4.095 9.527 0.015 0.014 0.004
Si 9.521 6.811 9.501 0.003 0.004 -0.006
Si 12.236 9.514 9.505 0.005 -0.006 0.001
Si 9.522 12.239 9.519 -0.002 0.019 0.005
Si 12.22 14.962 9.519 -0.014 -0.004 0.006
Si 13.587 -0.007 10.889 0.004 0.002 -0.003
Si 16.308 2.717 10.893 -0.008 0.004 -0.002
Si 13.609 5.447 10.879 -0.005 -0.012 0
Si 16.324 8.164 10.872 0.012 -0.009 0.002
Si 13.593 10.879 10.864 -0.007 0.004 0.003
Si 16.307 13.59 10.872 0.001 0 -0.005
Si 2.715 0 10.883 0.006 -0.007 0.001
Si 5.449 2.733 10.883 0.01 -0.005 -0.001
Si 2.719 5.446 10.886 -0.004 0.021 0
Si 5.445 8.175 10.886 -0.014 0.009 -0.002
Si 2.72 10.872 10.871 0.006 -0.01 0
Si 5.427 13.585 10.885 -0.004 0.007 0.003
Si 8.163 -0.01 10.872 -0.001 0.01 -0.002
Si 10.887 2.722 10.883 0.008 -0.006 -0.007
Si 8.169 5.453 10.881 0.002 -0.004 -0.011
Si 10.875 8.163 10.873 -0.007 -0.008 0
Si 8.16 10.884 10.883 -0.007 -0.001 0
Si 10.872 13.603 10.881 0.008 -0.001 0.005
Si 14.953 14.948 12.248 -0.003 0.005 0.002
Si 17.669 1.35 12.247 0.008 0.003 -0.002
Si 14.962 4.086 12.25 0.001 0.002 0.006
Si 17.681 6.808 12.234 -0.007 -0.011 -0.002
Si 14.963 9.53 12.223 0 0 -0.004
Si 17.681 12.242 12.229 -0.005 -0.001 0.002
Si 4.076 14.96 12.24 -0.004 0.004 0.003
Si 6.804 1.356 12.221 -0.008 0 -0.009
Si 4.082 4.085 12.243 0.002 -0.006 -0.003
Si 6.807 6.813 12.245 -0.006 -0.009 -0.002
Si 4.072 9.519 12.249 0.007 -0.002 0.006
Si 6.787 12.23 12.243 0.008 0 0
Si 9.518 14.96 12.243 0 -0.012 0.001
Si 12.244 1.366 12.248 -0.008 -0.005 0.005
Si 9.517 4.076 12.242 0 0.004 0.001
Si 12.232 6.796 12.226 0.011 0.015 -0.007
Si 9.522 9.526 12.245 0.001 0.002 -0.001
Si 12.241 12.243 12.228 -0.001 0.006 -0.008
Si 16.316 -0.016 13.616 -0.016 -0.019 0.006
Si 19.039 2.713 13.592 -0.005 -0.004 0.003
Si 16.338 5.448 13.594 0.018 0.031 -0.007
Si 19.025 8.158 13.608 -0.013 -0.02 -0.008
Si 16.321 10.889 13.59 0.01 0.002 0.007
Si 19.034 13.608 13.6 0.023 0.018 0.001
Si 5.445 0.009 13.585 0.028 0.021 -0.011
Si 8.149 2.705 13.593 -0.018 -0.031 -0.01
Si 5.441 5.451 13.601 0 0.011 0.002
Si 8.162 8.174 13.616 0.02 0.019 0.002
Si 5.424 10.879 13.612 -0.026 -0.014 -0.003
Si 8.148 13.597 13.587 -0.019 0 0.003
Si 10.884 0.002 13.598 0.008 0.014 0.004
Si 13.61 2.722 13.612 0.019 0.014 0
Si 10.88 5.435 13.597 -0.01 -0.016 -0.001
Si 13.597 8.16 13.564 -0.018 -0.022 -0.002
Si 10.887 10.897 13.595 0.022 0.014 -0.001
Si 13.593 13.583 13.611 -0.019 -0.023 -0.003
O 16.423 8.053 1.004 -0.177 -0.072 -0.213
O 21.398 0.869 31.886 0.11 -0.097 0.234
O 13.291 14.99 24.338 0.1 -0.41 -0.181
O 9.494 10.863 31.82 0.2 -0.389 0.07
O 16.226 2.789 23.162 0.12 0.237 0.353
O 12.384 7.242 23.434 0.046 0.297 0.002
O 13.275 11.013 23.305 -0.417 -0.202 0.25
O 20.315 11.594 30.501 0.278 -0.298 0.14
O 9.874 6.595 23.905 0.147 -0.095 0.254
O 8.137 12.88 32.646 0.506 0.465 0.01
O 8.078 3.184 26.429 0.138 -0.177 0.455
O 7.421 7.095 23.045 0.149 0.178 -0.544
O 16.09 6.499 27.871 0.293 0.064 0.176
O 9.928 8.544 27.601 -0.298 0.128 -0.045
O 21.52 13.846 23.28 -0.148 0.416 0.326
O 10.972 3.165 23.068 0.249 0.427 0.292
O 20.224 4.044 23.711 -0.097 -0.125 -0.104
O 10.805 13.615 23.136 0.108 0.234 0.161
O 19.608 6.024 27.717 -0.567 -0.046 0.181
O 5.388 12.972 0.476 -0.447 -0.118 0.136
O 1.073 12.864 0.292 0.052 0.413 -0.082
O 21.146 9.198 32.42 -0.234 0.073 -0.009
O 22.951 8.045 33.959 0.259 -0.194 -0.62
O 7.555 11.522 0.264 0.132 0.292 -0.09
O 6.605 13.133 25.367 -0.099 0.516 0.219
O 13.954 3.009 32.98 0.259 -0.169 -0.051
O 2.719 10.939 1.032 -0.189 -0.193 -0.493
O 16.396 9.539 31.879 -0.168 -0.311 -0.196
O 16.201 2.321 25.717 0.354 0.265 0.045
O 8.587 0.04 0.645 -0.034 0.456 0.19
O 13.266 12.97 29.734 -0.214 0.189 -0.139
O 5.988 11.352 23.528 0.006 -0.141 -0.43
O 1.811 6.332 0.026 0.077 -0.178 -0.075
O 11.365 12.892 0.086 -0.115 -0.047 -0.195
O 11.327 3.242 32.597 0.158 -0.165 -0.425
O 18.764 0.8 32.376 -0.04 -0.473 -0.209
O 10.278 7.826 30.171 -0.117 0.191 0.425
O 22.082 5.78 28.608 0.223 0.08 0.588
O 17.263 2.309 33.994 0.149 -0.167 -0.142
O 16.219 1.098 31.877 -0.499 0.456 0.232
O 7.83 5.827 26.979 0.221 0.17 0.151
O 7.145 1.853 30.529 -0.195 0.516 -0.228
O 5.902 2.891 24.974 0.219 0.668 0.224
O 19.424 9.089 30.503 -0.373 -0.275 0.216
O 1.464 1.142 0.063 0.327 -0.215 -0.287
O 17.169 7.912 33.86 0.303 -0.178 -0.536
O 20.646 6.889 31.349 0.335 0.008 0.165
O 6.671 8.147 27.66 0.083 0.2 -0.476
O 20.871 4.531 32.457 0.269 -0.043 -0.184
O 14.828 8.634 27.176 -0.142 -0.187 0.197
O 12.531 5.069 24.868 -0.014 -0.662 0.167
O 17.565 0.735 24.123 -0.326 -0.051 0.066
O 19.867 1.252 27.17 -0.367 0.444 -0.034
O 6.532 1.413 0.004 0.028 0.337 -0.502
O 8.138 12.494 27.396 0.503 0.144 0.043
O 10.966 8.044 0.797 0.17 -0.089 -0.67
O 4.54 9.288 0.134 0.018 -0.271 -0.024
O 17.79 3.103 31.514 0.483 -0.127 -0.426
O 20.074 4.729 29.986 -0.096 -0.587 0.021
O 13.635 11.731 0.715 0.364 -0.093 0.194
O 10.146 4.759 26.176 -0.076 -0.38 0.08
O 12.238 3.275 29.743 0.016 -0.088 0.668
O 11.818 0.63 30.003 -0.106 -0.408 -0.153
O 20.439 12.208 25.116 -0.072 0.06 0.627
O 8.203 10.111 23.132 0.248 0.029 0.184
O 8.16 9.057 29.547 0.064 -0.017 0.413
O 7.533 0.84 25.192 -0.288 -0.207 0.304
O 23.385 10.444 32.857 -0.043 -0.109 -0.581
O 12.315 9.355 27.111 -0.315 0.197 0.348
O 18.438 5.554 31.867 -0.232 0.329 0.547
O 8.932 15.072 24.32 -0.479 -0.131 -0.114
O 22.778 10.753 28.499 -0.265 -0.08 -0.366
O 8.019 4.941 24.55 -0.256 -0.205 -0.007
O 21.938 8.716 29.961 0.136 -0.276 -0.234
O 13.467 5.53 32.947 -0.362 -0.282 -0.287
O 13.974 2.079 27.203 0.011 0.045 0.19
O 15.557 -0.953 27.431 -0.227 0.294 -0.078
O 16.086 13.985 23.177 0.061 0.118 0.346
O 14.09 10.797 25.85 0.132 0.245 0.009
O 12.354 0.927 23.285 -0.167 0.052 -0.446
O 16.604 7.675 25.461 0.43 -0.238 0.114
O 22.441 13.388 28.801 0.122 -0.082 0.059
O 12.556 0.006 26.456 -0.06 0.065 0.063
O 6.118 8.833 24.371 -0.098 -0.199 0.791
O 15.336 11.658 30.662 -0.302 -0.062 0.408
O 15.428 12.885 28.275 0.59 -0.195 0.091
O 21.057 1.812 29.479 -0.317 0.336 0.35
O 22.023 13.3 31.723 0.343 -0.347 -0.27
O 14.482 13.385 33.764 0.301 -0.355 0.104
O 17.229 11.87 32.598 -0.471 0.295 -0.056
O 12.451 4.538 27.428 0.195 -0.301 -0.06
O 8.807 3.522 31.907 -0.388 0.092 -0.194
O 19.272 6.149 25.08 -0.326 -0.108 0.078
O 18.135 -0.613 27.674 -0.084 -0.422 0.202
O 15.84 2.904 0.227 0.105 -0.229 0.026
O 11.681 6.867 26.57 0.189 0.037 0.282
O 20.726 -1.2 27.675 0.311 -0.334 -0.307
O 16.373 1.391 28.152 -0.034 0.289 0.237
O 17.432 8.821 27.609 -0.207 0.058 0.759
O 16.778 4.993 29.902 0.229 -0.013 -0.014
O 8.252 12.122 29.902 -0.036 0.08 0.437
O 15.771 11.482 23.946 0.406 -0.365 -0.15
O 21.653 6.519 26.174 0.337 -0.244 -0.433
O 20.271 14.179 30.082 -0.435 0.287 0.083
O 15.892 -1.467 32.165 0.375 -0.375 -0.26
O 19.306 10.595 23.312 -0.128 -0.355 0.096
O 9.214 12.609 24.995 0.411 -0.5 -0.225
O 12.228 -1.567 31.414 -0.163 -0.015 0.179
O 15.927 4.747 32.377 -0.021 0.298 0.169
O 13.529 13.88 26.703 -0.097 -0.406 0.015
O 18.04 12.678 24.316 0.198 0.392 -0.19
O 20.473 -0.319 34.05 -0.153 -0.399 -0.407
O 14.845 9.042 24.011 -0.224 -0.013 -0.204
O 14.715 7.824 32.827 0.214 -0.284 -0.244
O 14.234 5.081 29.302 0.066 0.09 0.559
O 19.449 -0.634 25.363 0.035 -0.525 0.026
O 22.456 1.663 27.272 0.181 -0.215 0.384
O 3.894 15.125 0.163 -0.505 0.112 -0.398
O 12.689 12.242 32.156 0.178 -0.467 -0.283
O 14.895 0.731 24.177 0.049 0.059 0.323
O 9.927 1.139 24.282 0.048 0.266 0.405
O 15.964 13.414 25.749 0.147 0.071 0.169
O 16.652 -0.585 29.833 0.497 -0.089 0.265
O 22.295 -0.462 29.743 0.489 -0.198 0.149
O 19.479 13.183 32.471 0.181 0.2 0.199
O 7.526 10.696 25.576 -0.144 -0.32 0.591
O 9.733 2.183 29.893 -0.214 -0.028 -0.26
O 23.506 -0.999 32.824 -0.44 0.238 -0.202
O 12.459 0.866 32.5 -0.321 -0.433 0.158
O 19.777 8.366 26.504 0.513 0.126 0.026
O 20.259 2.325 33.809 -0.335 -0.111 0.339
O 14.22 -0.037 30.689 0.068 0.306 -0.314
O 15.858 3.904 27.674 0.226 0.047 -0.284
O 14.52 15.008 0.13 -0.226 -0.318 -0.114
O 11.78 5.847 29.583 -0.355 -0.003 -0.229
O 8.927 0.889 32.11 0.479 -0.312 -0.141
O 14.751 6.429 24.234 0.257 -0.192 0.023
O 21.285 6.414 23.52 0.411 -0.32 0.179
O 10.806 8.758 25.007 -0.206 0.627 -0.003
O 12.016 2.37 25.394 0.155 0.605 0.153
O 10.331 10.424 29.406 0.684 0.189 -0.116
O 10.735 12.804 30.457 -0.137 0.456 -0.262
O 20.149 1.51 24.095 0.116 0.044 0.212
O 10.399 5.656 31.796 -0.135 -0.055 0.226
O 20.748 3.673 27.672 -0.136 0.055 -0.409
O 18.484 10.534 25.813 -0.435 -0.076 0.131
O 14.018 10.722 28.535 -0.217 -0.219 0.358
O 11.325 1.855 27.795 -0.304 -0.194 -0.193
O 17.758 11.047 30.136 -0.242 0.364 -0.478
O 12.363 7.454 31.625 0.099 0.344 -0.154
O 11.121 14.277 25.653 -0.328 -0.186 0.673
O 19.455 10.394 28.235 0.122 0.413 -0.229
O 14.495 5.179 0.267 0.479 0.276 -0.353

Results
total energy: -105602.737 eV
total energy less fixed offsets of O -438.35, Si -107.03 eV per atom: -4.387 eV
